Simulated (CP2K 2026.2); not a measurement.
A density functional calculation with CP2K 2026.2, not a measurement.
Periodic cell of 503 atoms, Si352O151, from a study of silicon, its oxide and their interface. The atomic structure is a simulated model.
Doubt: the forces sum to 2.25 eV/angstrom along one axis rather than to zero, so they err by at least 0.0045 eV/angstrom per atom on average; the grid cutoff is modest.

Settings
functional: PBE
method: Gaussian and plane waves
basis set: DZVP-MOLOPT-SR-GTH
pseudopotentials: GTH-PBE
grid cutoff: 350 Ry, relative cutoff 50 Ry
k points: Gamma only
occupations: fixed
spin: none
net charge: 0

Cell vectors (angstrom)
a 15.3866 0 0
b 0 15.3866 0
c 5.1894 5.5478 38.3886

Atoms and the computed forces on them: element, x, y, z (angstrom), force x, y, z (eV/angstrom)
Si 5.305 5.089 32.374 -0.116 0.101 0.737
Si 5.277 10.228 32.227 -0.139 0.222 0.736
Si 5.172 12.725 32.349 0.079 -0.326 0.564
Si 5.283 17.347 32.462 -0.07 -0.033 0.716
Si 9.033 5.941 32.298 0.035 -0.135 0.829
Si 9.047 9.098 32.19 -0.021 0.159 0.786
Si 9.02 13.577 32.277 -0.016 -0.174 0.822
Si 9.057 16.699 32.393 -0.001 0.13 0.831
Si 12.883 5.823 32.138 0.045 -0.241 0.799
Si 12.897 8.963 32.215 0.059 0.158 0.821
Si 12.827 13.536 32.257 0.134 -0.199 0.771
Si 12.856 16.632 32.401 0.138 0.11 0.801
Si 16.761 5.893 32.331 0.013 -0.137 0.828
Si 16.804 9.025 32.228 -0.01 0.18 0.813
Si 16.857 13.544 32.262 -0.136 -0.175 0.77
Si 16.837 16.679 32.284 -0.103 0.184 0.823
Si 7.177 5.537 33.686 0.006 0.012 -0.017
Si 7.129 9.483 33.529 -0.032 -0.017 -0.031
Si 7.109 13.237 33.602 -0.021 0.005 0.003
Si 7.19 17.082 33.754 0.005 -0.003 -0.018
Si 10.994 5.557 33.538 0 0.01 -0.054
Si 10.978 9.323 33.539 0.014 -0.026 -0.032
Si 10.94 13.241 33.613 0.015 0.012 -0.021
Si 10.967 16.967 33.718 0.027 -0.002 -0.048
Si 14.79 5.557 33.552 0.006 0.005 -0.046
Si 14.842 9.306 33.523 -0.004 -0.012 -0.026
Si 14.84 13.212 33.48 -0.004 -0.002 -0.03
Si 14.867 16.986 33.566 0.002 -0.004 -0.052
Si 18.715 5.524 33.586 -0.019 -0.008 -0.028
Si 18.759 9.437 33.481 0.009 -0.026 -0.016
Si 18.694 13.21 33.681 -0.002 -0.002 0.004
Si 18.693 17.053 33.672 -0.012 -0.003 -0.021
Si 7.083 7.531 34.928 0.013 -0.002 0.024
Si 7.2 11.328 34.98 0.019 0 0.009
Si 7.103 15.123 35.028 0.003 0.009 0.034
Si 7.232 19.019 35.059 -0.008 0.013 0.038
Si 10.99 7.442 34.962 -0.013 0.005 0.06
Si 10.989 11.267 34.893 -0.006 -0.006 -0.002
Si 10.96 15.081 35.083 0 -0.003 0.061
Si 10.991 18.998 34.911 0 -0.001 0.015
Si 14.816 7.442 34.967 0.01 0.001 0.048
Si 14.832 11.274 34.845 0.013 -0.008 0.007
Si 14.853 15.083 34.957 -0.009 0.004 0.048
Si 14.838 18.971 34.868 0.009 0 0.02
Si 18.772 7.496 34.889 -0.02 -0.009 0.019
Si 18.639 11.265 34.977 -0.012 0.009 0.016
Si 18.735 15.136 35.026 -0.001 0.004 0.029
Si 18.647 19.006 34.98 -0.002 0.004 0.036
Si 5.221 7.481 36.342 -0.001 -0.018 0.024
Si 5.224 11.295 36.299 -0.001 0.004 -0.029
Si 5.224 15.139 36.409 -0.005 0.001 0.027
Si 5.225 19.002 36.318 0.001 0 -0.026
Si 9.039 7.469 36.285 0.005 -0.017 -0.02
Si 9.108 11.29 36.33 -0.003 0.021 0.016
Si 9.029 15.108 36.391 0.011 0.014 -0.005
Si 9.138 19.003 36.377 -0.007 -0.011 0.016
Si 12.905 7.456 36.333 -0.005 0.006 -0.005
Si 12.923 11.283 36.25 0.002 0.003 -0.017
Si 12.937 15.108 36.347 -0.006 0.009 -0.019
Si 12.926 18.983 36.262 0.003 0.011 -0.02
Si 16.799 7.457 36.251 0 -0.013 -0.027
Si 16.711 11.271 36.301 -0.001 -0.003 0.007
Si 16.769 15.113 36.328 -0.003 0.004 -0.027
Si 16.723 18.993 36.308 0.015 -0.008 -0.002
Si 5.222 5.536 37.679 0.006 0.012 0.006
Si 5.221 9.396 37.692 -0.002 -0.007 0.012
Si 5.218 13.19 37.707 0.005 -0.003 0.015
Si 5.223 17.092 37.706 0.011 -0.004 0.011
Si 9.074 5.559 37.685 0 0.016 0.006
Si 9.075 9.367 37.68 -0.015 -0.009 0.001
Si 9.073 13.187 37.724 -0.007 0.004 0.008
Si 9.079 17.061 37.708 0.001 -0.012 0.017
Si 12.921 5.512 37.657 -0.002 0.009 0.001
Si 12.914 9.386 37.666 -0.003 -0.005 0.003
Si 12.927 13.178 37.674 -0.004 0.004 0
Si 12.922 17.067 37.657 -0.003 -0.008 0.006
Si 16.765 5.542 37.648 0.001 0.013 0
Si 16.748 9.354 37.66 0.006 -0.008 -0.004
Si 16.753 13.189 37.679 0.015 0.003 0.003
Si 16.748 17.06 37.665 -0.001 0 0.005
Si 1.927 15.337 11.531 0.014 -0.007 -0.006
Si 1.95 3.836 11.527 0.015 0.005 -0.012
Si 1.966 7.695 11.529 0.005 0.002 -0.01
Si 1.957 11.495 11.55 -0.009 0 0.004
Si 5.81 15.305 11.543 0.006 0 -0.01
Si 5.797 3.83 11.541 0.006 0.004 -0.016
Si 5.828 7.657 11.56 0 0.01 -0.008
Si 5.831 11.525 11.589 -0.002 -0.011 -0.004
Si 9.645 15.338 11.563 0.011 -0.001 -0.011
Si 9.634 3.817 11.536 0.008 -0.01 -0.021
Si 9.646 7.7 11.54 0.004 0 -0.011
Si 9.632 11.535 11.59 -0.014 -0.007 -0.005
Si 13.482 15.331 11.554 -0.01 -0.005 -0.007
Si 13.487 3.857 11.524 -0.015 -0.003 -0.012
Si 13.506 7.676 11.546 0.009 0.008 -0.003
Si 13.485 11.556 11.561 0.003 0.004 -0.001
Si 1.968 1.893 12.852 -0.024 0.004 0.009
Si 1.92 5.778 12.871 -0.006 -0.016 -0.014
Si 2.04 9.583 12.937 0.027 -0.013 -0.004
Si 1.863 13.413 12.898 -0.01 0.007 -0.024
Si 5.786 1.865 12.834 -0.016 0.021 -0.032
Si 5.815 5.739 12.933 -0.01 0.002 0.035
Si 5.863 9.58 12.924 0.012 0.004 -0.028
Si 5.851 13.429 12.99 -0.005 0.003 0.044
Si 9.569 1.883 12.892 0.028 0.015 0.016
Si 9.69 5.762 12.857 0.011 -0.032 -0.017
Si 9.594 9.605 12.94 -0.002 0.007 0.018
Si 9.685 13.447 12.985 0.031 0.008 -0.016
Si 13.461 1.911 12.822 0.017 -0.014 -0.01
Si 13.51 5.761 12.93 0.014 -0.003 0.012
Si 13.54 9.62 12.87 0.011 -0.007 0.007
Si 13.445 13.446 13.001 -0.009 0.021 0.006
Si 15.396 17.331 14.131 -0.017 0.007 -0.067
Si 15.433 5.811 14.307 -0.001 -0.001 -0.042
Si 15.479 9.636 14.231 -0.001 -0.003 -0.008
Si 15.361 13.415 14.36 0.034 0.015 -0.01
Si 3.901 17.227 14.206 0.02 -0.001 -0.003
Si 3.819 5.751 14.223 0.024 0.008 0.018
Si 4 9.535 14.323 -0.031 -0.01 0.032
Si 3.803 13.393 14.179 -0.01 -0.012 -0.014
Si 7.624 17.224 14.267 0.013 0.012 0.022
Si 7.809 5.716 14.226 -0.008 0.023 0.006
Si 7.698 9.575 14.403 0.024 -0.016 0.068
Si 7.821 13.454 14.399 -0.052 0.012 0.028
Si 11.53 17.292 14.163 -0.009 -0.017 -0.023
Si 11.575 5.774 14.271 -0.007 -0.012 -0.036
Si 11.584 9.647 14.163 0.001 0.021 -0.026
Si 11.555 13.474 14.463 -0.001 0.015 0.005
Si 15.321 15.465 15.529 -0.031 -0.031 0.038
Si 15.415 3.822 15.549 -0.018 -0.001 0.049
Si 15.45 7.771 15.659 -0.008 0.014 0.061
Si 15.426 11.458 15.735 -0.002 0.019 0.05
Si 3.812 15.279 15.547 -0.058 -0.016 -0.039
Si 3.857 3.791 15.509 -0.061 0.007 -0.006
Si 3.956 7.584 15.718 -0.041 0.018 0.022
Si 3.922 11.525 15.594 -0.036 -0.037 -0.012
Si 7.661 15.402 15.802 0.036 -0.027 0.041
Si 7.716 3.784 15.565 0.052 -0.028 0.008
Si 7.745 7.543 15.7 0.034 0.038 -0.016
Si 7.791 11.533 15.802 -0.023 -0.028 -0.006
Si 11.443 15.531 15.724 0.002 -0.036 0.074
Si 11.505 3.794 15.543 0.016 0.012 0.018
Si 11.616 7.768 15.529 0.013 -0.009 -0.004
Si 11.64 11.422 15.71 -0.008 0.047 0.06
Si 17.245 15.658 16.822 0.063 -0.157 -0.767
Si 17.339 3.398 16.828 0.028 0.138 -0.801
Si 17.409 8.074 16.966 -0.022 -0.14 -0.868
Si 17.454 11.216 16.978 -0.1 0.223 -0.751
Si 5.638 14.634 16.87 0.256 -0.221 -0.561
Si 5.764 4.336 16.741 0.067 0.31 -0.577
Si 5.859 6.757 16.925 0 -0.039 0.04
Si 5.771 12.194 16.875 0.063 -0.002 0.02
Si 9.544 16.196 17.076 -0.049 0.051 -0.062
Si 9.618 3.278 16.87 -0.13 -0.342 -0.538
Si 9.748 7.885 16.925 -0.143 -0.118 -0.733
Si 9.781 11.026 17.096 -0.106 0.245 -0.731
Si 13.45 15.94 16.884 -0.118 -0.15 -0.779
Si 13.455 3.639 16.819 0.038 0.103 -0.742
Si 13.477 8.316 16.862 0.128 0.347 -0.523
Si 13.527 10.796 17.033 0.04 -0.067 -0.061
Si 13.676 6.05 18.94 -0.053 0.042 -0.236
Si 5.268 14.636 19.965 0.007 -0.096 -0.258
Si 6.104 11.794 19.159 -0.382 0.191 -0.761
Si 13.782 16.058 22.191 -0.067 -0.019 -0.155
Si 9.215 14.378 24.359 -0.096 0.131 0.1
Si 18.553 9.546 23.82 0.077 0.037 -0.057
Si 6.453 6.551 19.203 -0.262 0.052 -0.686
Si 5.243 3.938 19.77 0.031 0.168 -0.216
Si 11.644 9.773 23.248 0.039 0.057 -0.082
Si 9.097 16.491 22.115 0.082 -0.176 -0.18
Si 14.294 13.321 23.737 -0.092 -0.07 -0.103
Si 9.721 15.354 19.302 -0.107 0.263 -0.691
Si 11.634 5.36 21.224 -0.012 -0.059 -0.218
Si 17.606 4.127 19.773 0.058 -0.011 -0.15
Si 9.455 5.554 19.019 0.015 -0.011 -0.238
Si 12.811 14.596 19.557 0.029 -0.023 -0.113
Si 11.198 18.491 27.992 -0.088 -0.147 0.159
Si 11.27 4.673 25.326 -0.039 -0.142 -0.135
Si 13.963 11.932 19.091 -0.211 -0.367 -0.534
Si 16.448 17.583 21.689 -0.024 -0.034 -0.058
Si 5.094 16.51 24.216 0.018 -0.059 -0.067
Si 3.796 12.013 25.338 -0.025 -0.061 0.035
Si 5.812 8.391 23.519 0.085 -0.015 -0.082
Si 16.964 3.933 24.248 -0.071 -0.005 -0.023
Si 6.241 16.998 21.568 -0.084 -0.004 -0.204
Si 16.546 8.597 22.081 -0.107 -0.04 -0.098
Si 5.003 9.27 29.218 0.206 0.039 0.224
Si 17.802 14.718 21.402 -0.016 -0.067 -0.13
Si 12.42 6.893 23.797 -0.027 -0.044 -0.089
Si 3.978 16.617 28.17 -0.001 -0.046 0.071
Si 17.692 16.816 25.627 0.069 -0.052 0.082
Si 8.023 10.225 24.86 0.022 0.08 0.044
Si 11.559 18.159 22.856 0.127 0.038 -0.123
Si 8.998 10.664 22.096 -0.058 0.114 -0.072
Si 16.743 13.354 18.931 0.136 -0.012 -0.158
Si 9.218 16.712 26.51 -0.035 -0.025 0.021
Si 18.592 19.45 28.472 0.015 0.067 0.122
Si 16.432 11.34 30.155 0.094 -0.067 0.187
Si 6.681 15.484 27.758 -0.017 0.049 0.099
Si 9.817 8.894 26.778 -0.043 0.117 0.066
Si 9.089 12.366 19.631 0.111 0.006 -0.08
Si 8.974 18.983 30.165 -0.018 -0.035 0.258
Si 14.242 10.71 21.881 0.084 0.069 -0.068
Si 7.17 18.546 25.414 0.068 0.073 0.017
Si 11.623 12.406 25.042 0.023 0.052 0.026
Si 16.642 6.774 19.662 -0.019 0.053 -0.044
Si 6.465 9.325 20.754 0.053 0.106 -0.156
Si 17.13 14.084 24.42 -0.005 -0.001 -0.095
Si 5.04 6.163 29.548 0.065 -0.075 0.212
Si 7.23 4.519 28.079 0.033 -0.016 0.15
Si 9 6.117 26.293 -0.039 0.027 0.034
Si 9.052 11.397 29.945 -0.026 -0.08 0.257
Si 13.205 18.8 30.173 -0.067 0.186 0.196
Si 5.209 15.033 30.232 -0.071 -0.13 0.181
Si 7.459 10.37 27.742 0.011 0.076 0.043
Si 13.273 11.31 30.175 -0.073 -0.021 0.202
Si 15.47 6.601 24.123 0.015 0.018 0.027
Si 17.097 8.098 26.003 0.014 -0.056 0.059
Si 6.515 5.907 24.718 0.064 -0.093 -0.075
Si 11.437 11.143 27.863 -0.055 -0.04 0.108
Si 16.359 18.943 30.226 0.005 -0.027 0.265
Si 3.564 5.556 25.753 -0.127 0.007 0.026
Si 6.286 13.826 25.249 0.009 0.117 0.007
Si 17.919 10.373 27.809 -0.041 0.062 -0.092
Si 1.957 15.369 0.654 -0.004 -0.011 -0.002
Si 1.96 3.829 0.658 -0.002 0.006 0.003
Si 1.952 7.644 0.679 0.005 -0.011 0.002
Si 1.96 11.533 0.671 -0.002 0 -0.003
Si 5.814 15.375 0.647 -0.004 0.003 -0.002
Si 5.808 3.826 0.652 0.008 0.012 0.005
Si 5.821 7.654 0.664 -0.003 0.005 0.008
Si 5.821 11.51 0.656 -0.007 -0.004 -0.001
Si 9.654 15.372 0.632 0 0.003 -0.004
Si 9.645 3.814 0.645 -0.006 0.011 0.002
Si 9.649 7.649 0.658 -0.004 -0.005 -0.001
Si 9.644 11.519 0.646 -0.001 0 -0.007
Si 13.489 15.366 0.642 0.007 -0.003 -0.008
Si 13.483 3.833 0.646 0.004 0.007 0.003
Si 13.484 7.648 0.661 0.002 -0.006 0
Si 13.481 11.527 0.651 0.004 -0.006 -0.006
Si 1.953 1.903 2.017 0.007 0.001 -0.004
Si 1.956 5.733 2.043 -0.002 0.005 0.006
Si 1.954 9.591 2.012 0.01 -0.001 -0.003
Si 1.958 13.453 2.027 -0.005 0 0.004
Si 5.815 1.904 2.016 0.011 0 0.003
Si 5.805 5.738 2.029 -0.003 -0.003 0.005
Si 5.816 9.586 2.015 0.014 0 0.004
Si 5.804 13.444 2.006 -0.002 0.001 -0.001
Si 9.643 1.896 2.011 -0.011 0.001 0.005
Si 9.651 5.731 2.02 0.012 -0.002 0.007
Si 9.645 9.588 2.003 -0.009 -0.003 0.004
Si 9.652 13.447 2 0.002 0.002 -0.002
Si 13.492 1.904 2.005 -0.009 0.001 -0.002
Si 13.487 5.738 2.032 -0.007 0 0.007
Si 13.49 9.591 2.002 -0.006 -0.003 -0.002
Si 13.488 13.447 2.013 0.001 0.003 0.006
Si 15.413 1.901 3.376 0.002 0 0
Si 15.413 5.74 3.393 0.006 -0.01 -0.001
Si 15.413 9.592 3.369 -0.002 0.001 -0.006
Si 15.414 13.445 3.376 0.009 -0.005 -0.001
Si 3.883 1.9 3.372 0.003 -0.004 -0.002
Si 3.883 5.742 3.394 -0.004 0.003 0.003
Si 3.883 9.591 3.368 0.001 0 -0.002
Si 3.885 13.444 3.378 -0.007 -0.003 0
Si 7.729 1.899 3.384 0.002 0.006 0.004
Si 7.729 5.738 3.386 -0.002 -0.001 0.002
Si 7.732 9.59 3.377 -0.005 -0.003 -0.001
Si 7.729 13.445 3.367 0.001 0.008 0
Si 11.57 1.9 3.37 0.001 0.004 0.001
Si 11.566 5.741 3.39 0 0.001 0.003
Si 11.569 9.591 3.365 0 0.002 -0.002
Si 11.566 13.444 3.374 0.002 0 0
Si 15.414 15.365 4.741 -0.006 -0.009 -0.003
Si 15.415 3.816 4.751 -0.007 0.008 0.001
Si 15.416 7.675 4.742 -0.002 -0.007 -0.002
Si 15.416 11.515 4.732 -0.003 0.007 -0.004
Si 3.881 15.366 4.739 0.006 0.009 -0.004
Si 3.881 3.815 4.747 0.005 -0.005 -0.002
Si 3.88 7.676 4.741 0.006 0.005 -0.001
Si 3.881 11.514 4.731 0.003 -0.004 -0.004
Si 7.725 15.361 4.74 -0.003 0.01 -0.001
Si 7.727 3.817 4.75 0.004 -0.007 -0.001
Si 7.728 7.669 4.74 0.006 0.006 -0.004
Si 7.729 11.519 4.729 0.003 -0.008 -0.006
Si 11.568 15.365 4.737 -0.003 -0.002 -0.001
Si 11.569 3.816 4.744 -0.002 0.004 -0.002
Si 11.568 7.674 4.737 -0.004 -0.011 -0.004
Si 11.568 11.515 4.727 -0.001 0 -0.005
Si 1.955 15.363 6.1 0.008 -0.003 -0.001
Si 1.957 3.816 6.11 0.004 -0.004 0.003
Si 1.956 7.68 6.103 -0.001 0.004 0.002
Si 1.956 11.511 6.093 -0.001 -0.002 -0.001
Si 5.801 15.364 6.102 0 -0.012 0.002
Si 5.802 3.813 6.11 0.005 0.008 0.003
Si 5.804 7.676 6.101 0 -0.007 0.002
Si 5.805 11.514 6.091 -0.004 0.008 0
Si 9.648 15.364 6.102 0.002 -0.002 0.005
Si 9.65 3.817 6.11 0.004 0.003 0.006
Si 9.648 7.676 6.103 -0.003 0 0.002
Si 9.649 11.514 6.094 0.001 0.004 0.002
Si 13.489 15.359 6.102 0.006 0.007 0.004
Si 13.489 3.823 6.109 -0.001 -0.009 0.003
Si 13.49 7.673 6.101 -0.01 0.011 0.002
Si 13.49 11.519 6.09 -0.001 -0.007 -0.002
Si 1.955 1.892 7.476 -0.007 -0.006 0.003
Si 1.958 5.752 7.456 0.006 -0.001 0.001
Si 1.96 9.601 7.476 -0.003 0.008 -0.001
Si 1.956 13.432 7.454 0.003 0.001 -0.005
Si 5.799 1.89 7.476 0.004 -0.001 0.005
Si 5.802 5.749 7.454 0.001 0.004 0.002
Si 5.806 9.6 7.465 0.01 0.009 0.003
Si 5.8 13.434 7.453 0.004 0.005 -0.002
Si 9.645 1.894 7.474 0.002 0.004 0.005
Si 9.65 5.751 7.456 0 0.002 -0.003
Si 9.647 9.599 7.468 0.001 -0.007 -0.007
Si 9.649 13.434 7.454 -0.003 -0.003 -0.005
Si 13.487 1.896 7.463 -0.005 0 -0.001
Si 13.489 5.752 7.466 -0.002 -0.005 0.002
Si 13.488 9.602 7.456 0.003 -0.001 0.001
Si 13.487 13.433 7.464 -0.003 -0.014 -0.002
Si 15.406 1.894 8.824 -0.007 -0.004 -0.003
Si 15.422 5.755 8.816 0.004 0.003 0.002
Si 15.406 9.604 8.82 -0.024 0.003 -0.004
Si 15.42 13.43 8.814 0.018 0.001 -0.002
Si 3.877 1.885 8.845 0.005 0.001 0.006
Si 3.883 5.756 8.816 0.014 0.001 -0.003
Si 3.891 9.605 8.84 -0.009 -0.007 0.007
Si 3.879 13.424 8.815 0.009 0.001 -0.007
Si 7.722 1.888 8.839 0.012 -0.002 0.01
Si 7.725 5.749 8.81 -0.003 0.002 -0.007
Si 7.726 9.603 8.834 0.011 0.001 -0.002
Si 7.725 13.43 8.809 -0.008 -0.003 -0.012
Si 11.571 1.893 8.832 0.021 -0.005 0.001
Si 11.562 5.76 8.828 -0.012 -0.002 -0.001
Si 11.573 9.608 8.829 0 0 -0.006
Si 11.561 13.431 8.828 -0.006 0.009 0.003
Si 15.398 15.348 10.175 -0.008 -0.002 -0.002
Si 15.413 3.829 10.17 -0.002 -0.01 0
Si 15.422 7.682 10.177 0.003 0.004 -0.009
Si 15.413 11.519 10.193 -0.003 -0.013 -0.004
Si 3.873 15.326 10.193 -0.001 0.002 0.002
Si 3.878 3.835 10.176 -0.006 0.006 -0.001
Si 3.901 7.672 10.19 -0.006 0.003 -0.004
Si 3.899 11.528 10.213 -0.005 0.004 0
Si 7.73 15.333 10.185 0.001 0 -0.003
Si 7.716 3.832 10.175 -0.001 0.004 0.003
Si 7.73 7.667 10.176 -0.004 0 0.001
Si 7.73 11.53 10.197 0.001 0.01 0.003
Si 11.562 15.349 10.192 0.014 0.007 -0.004
Si 11.559 3.829 10.176 0.005 -0.012 -0.004
Si 11.577 7.689 10.19 -0.007 0.001 -0.003
Si 11.555 11.521 10.211 -0.001 -0.011 -0.004
O 17.257 16.229 21.393 0.125 0.243 0.089
O 7.615 17.041 22.394 0.008 0.278 0.457
O 17.366 4.29 18.182 -0.175 0.459 0.074
O 16.439 8.09 20.557 0.136 0.54 -0.141
O 11.908 3.829 21.678 0.216 -0.432 -0.431
O 17.429 7.198 18.323 0.449 -0.461 0.359
O 17.362 17.217 17.319 0.32 -0.144 0.348
O 9.693 4.13 18.278 0.182 -0.183 0.319
O 5.214 15.066 18.404 -0.068 0.268 0.36
O 11.651 18.879 24.298 0.353 0.038 0.353
O 5.678 3.639 18.235 0.174 -0.368 0.179
O 13.508 15.409 20.746 0.028 -0.051 -0.122
O 12.834 5.863 20.286 0.143 -0.099 0.492
O 12.871 12.982 19.703 -0.582 -0.123 0.361
O 9.989 6.809 18.135 0.252 0.039 0.383
O 10.125 11.839 18.492 0.375 -0.06 0.367
O 13.491 17.497 17.434 -0.145 -0.08 0.371
O 13.556 14.988 18.188 0.477 -0.139 -0.015
O 8.91 13.962 19.51 -0.543 -0.048 0.229
O 13.29 7.47 18.265 -0.141 0.212 0.337
O 17.073 18.499 22.862 0.453 0.262 -0.022
O 10.059 17.638 22.675 -0.118 0.311 0.451
O 6.28 17.331 24.909 0.063 0.004 0.112
O 5.038 13.591 30.941 -0.105 0.051 -0.342
O 4.761 7.687 29.172 -0.177 0.013 -0.223
O 12.22 5.952 25.087 0.113 0.006 0.403
O 3.7 3.555 20.042 0.013 -0.263 0.397
O 14.947 17.163 22.08 -0.097 0.235 0.3
O 17.657 12.147 18.326 0.502 -0.113 0.465
O 6.299 15.671 20.643 0.396 -0.162 -0.01
O 11.445 4.192 26.842 0.184 0.396 0.126
O 7.773 11.42 28.939 -0.552 0.61 -0.155
O 12.836 9.996 22.188 -0.23 -0.345 -0.397
O 7.603 18.931 29.31 -0.359 -0.325 0.054
O 5.514 6.067 31.086 0.173 0.411 -0.019
O 8.988 12.674 30.924 -0.23 0.018 -0.322
O 18.992 9.979 28.935 -0.251 0.245 0.174
O 6.112 18.361 20.719 0.548 0.226 0.256
O 17.04 19.14 28.783 -0.242 -0.157 -0.662
O 19.088 5.277 29.412 -0.174 0.113 0.444
O 17.467 9.645 17.446 0.111 -0.039 0.344
O 9.038 17.698 31.119 -0.015 -0.044 -0.258
O 4.364 8.529 24.204 0.049 -0.169 0.587
O 18.295 4.843 24.454 0.219 -0.056 -0.315
O 12.662 17.679 31.187 -0.199 0.024 -0.112
O 9.432 11.927 21.158 0.451 0.552 0.315
O 11.151 9.653 27.279 0.3 -0.25 0.099
O 17.487 5.614 20.409 0.116 0.031 0.429
O 16.82 9.941 30.88 0.281 -0.191 -0.378
O 12.819 4.878 30.789 -0.448 0.083 -0.315
O 16.882 11.332 28.605 -0.344 0.217 -0.476
O 6.529 14.989 29.288 0.424 -0.084 -0.071
O 12.836 9.934 30.906 -0.414 -0.068 -0.543
O 3.602 11.087 24.019 -0.014 0.165 -0.343
O 7.715 11.68 19.174 0.252 -0.563 0.077
O 5.64 10.416 19.884 -0.446 -0.32 -0.071
O 8.994 7.503 31.761 -0.058 -0.087 -0.608
O 9.744 5.208 25.18 -0.417 -0.248 -0.572
O 11.623 10.98 24.305 0.023 -0.245 0.229
O 11.881 8.39 24.046 -0.063 0.009 0.583
O 18.221 6.941 26.152 0.332 0.103 0.299
O 18.794 4.48 26.942 -0.173 -0.109 -0.095
O 5.041 16.85 22.637 -0.682 0.198 -0.256
O 12.623 12.588 30.936 -0.19 0.055 -0.261
O 16.497 3.113 20.358 -0.292 -0.065 -0.107
O 15.411 9.711 22.371 0.081 0.221 0.09
O 9.358 9.414 25.305 0.308 -0.212 -0.316
O 9.083 10.04 30.849 -0.011 -0.073 -0.249
O 15.23 12.872 18.696 0.07 0.186 -0.471
O 5.284 18.896 31.881 -0.175 -0.042 -0.181
O 10.234 5.498 20.428 -0.311 0.13 0.365
O 5.406 16.223 31.299 0.42 0.03 -0.048
O 16.863 15.116 31.775 0.005 -0.069 -0.411
O 14.171 14.814 23.132 -0.081 -0.055 0.077
O 16.827 7.441 31.772 0.064 -0.02 -0.441
O 6.647 7.974 19.914 0.09 0.153 -0.047
O 7.918 9.815 21.255 0.19 -0.053 -0.32
O 16.867 15.556 25.043 -0.404 0.165 0.027
O 14.381 10.912 20.278 0.117 -0.598 0.097
O 6.292 6.845 23.419 0.101 -0.238 -0.499
O 15.724 7.331 25.571 -0.448 -0.009 0.47
O 9.001 4.977 30.994 -0.14 0.115 -0.492
O 12.855 15.109 31.778 -0.089 0 -0.376
O 19.31 15.455 29.313 -0.549 -0.279 0.115
O 9.297 16.338 20.513 -0.224 0.398 0.031
O 7.875 5.76 19.224 0.081 -0.196 -0.086
O 7.543 10.999 26.228 -0.037 0.359 -0.184
O 3.676 16.962 24.795 0.084 0.268 -0.068
O 5.382 16.39 27.391 0.149 0.206 -0.508
O 5.712 13.084 20.067 -0.166 -0.162 0.338
O 13.388 4.78 17.981 -0.292 0.028 0.326
O 18.223 13.308 25.31 -0.07 0.357 0.601
O 16.839 18.186 25.419 -0.184 0.247 0.457
O 9.025 15.157 31.825 -0.205 0.009 -0.472
O 5.51 9.715 30.684 0.388 0.096 -0.176
O 5.117 5.846 25.505 0.032 -0.087 0.307
O 3.877 14.759 20.745 0.034 0.229 0.073
O 14.005 6.899 23.535 0.191 0.213 -0.205
O 12.891 7.405 31.673 0.185 -0.026 -0.627
O 11.603 6.291 22.538 -0.48 0.235 -0.02
O 15.236 6.096 19.283 0.253 -0.032 -0.013
O 8.678 17.98 25.638 0.339 0.279 -0.247
O 16.671 4.89 31.066 0.176 0.223 -0.469
O 13.058 13.104 24.758 0.155 0.201 0.283
O 17.737 14.185 22.919 0.055 -0.333 0.257
O 5.458 5.537 20.018 -0.467 0.255 0.681
O 6.032 9.704 28.051 -0.318 -0.168 -0.244
O 12.632 18.382 28.725 0.259 -0.276 -0.324
O 7.043 4.409 24.38 0.316 -0.234 -0.413
O 6.622 19.065 26.849 -0.518 0.015 0.193
O 11.282 15.033 19.496 -0.011 0.131 0.164
O 15.728 4.996 24.244 -0.276 -0.246 -0.038
O 5.4 14.945 24.476 -0.321 -0.226 -0.186
O 16.945 13.671 20.499 -0.139 -0.417 0.256
O 10.275 9.73 22.391 0.105 -0.445 -0.306
O 14.85 11.513 30.261 0.037 0.188 0.181
O 17.11 14.713 18.14 0.005 0.034 0.408
O 10 7.302 26.738 0.603 -0.242 0.073
O 15.735 13.266 24.469 -0.063 -0.181 0.505
O 18.089 16.543 27.177 -0.4 -0.123 0.172
O 11.417 12.191 26.634 -0.128 0.467 0.032
O 16.452 7.278 23.026 0.319 -0.524 0.042
O 8.065 16.291 27.573 0.264 0.143 0.139
O 10.226 18.981 29.171 0.142 0.416 0.023
O 8.605 9.223 27.807 0.168 -0.236 0.459
O 12.858 11.22 28.622 0.28 0.092 -0.466
O 14.795 18.727 30.051 0.072 -0.277 -0.349
O 5.347 12.5 25.309 0.238 -0.38 0.091
O 6.164 5.614 28.547 0.105 0.122 -0.235
O 7.733 13.712 24.509 0.097 -0.358 -0.517
O 10.351 11.508 29 0.004 0.374 -0.001
O 17.114 9.035 27.328 -0.372 -0.233 0.167
O 9.494 15.471 25.525 0.488 0.055 -0.093
O 10.566 17.153 27.304 0.202 -0.397 -0.067
O 12.515 16.86 22.782 -0.273 -0.014 0.241
O 17.077 12.599 30.945 0.548 -0.03 -0.137
O 17.986 9.298 22.329 0.277 0.215 -0.195
O 9.326 15.093 22.905 0.253 -0.238 -0.33
O 10.392 13.281 24.47 0.116 -0.075 -0.01
O 14.291 12.155 22.611 -0.109 0.179 -0.172
O 8.39 11.117 23.547 0.012 0.229 0.087
O 7.621 6.653 25.644 -0.121 0.472 0.144
O 8.592 5.255 27.598 0.482 0.12 0.192
O 9.673 9.428 17.508 -0.06 0.065 0.255
O 5.6 9.012 22.061 -0.466 0.041 0.082
O 4.037 18.103 28.813 0.496 0.065 0.521
O 6.859 9.221 24.407 0.04 0.03 0.135
O 6.638 14.213 26.776 -0.135 -0.423 0.31
O 17.37 9.185 24.841 -0.367 0.317 -0.151
O 18.731 11.14 26.633 0.136 -0.217 -0.129
O 16.964 17.638 30.971 0.288 -0.023 -0.415

Results
total energy: -103864.686 eV
total energy less fixed offsets of O -438.35, Si -107.03 eV per atom: 0.724 eV
